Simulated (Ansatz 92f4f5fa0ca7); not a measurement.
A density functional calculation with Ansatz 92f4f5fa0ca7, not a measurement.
Periodic cell of 223 atoms, Si131O90P2, from a study of silicon, its oxide and their interface. The atomic structure is a simulated model.
Doubt: the cutoff is far below the 930 eV that the study's wrapper takes by default for these files, so forces and energies are approximate.

Settings
functional: PBE
potential files: Ansatz PAW
basis: plane waves
wave-function cutoff: 580 eV
density cutoff ratio: 5
exchange-correlation grid ratio: 1
k mesh: 1 x 1 x 1, Gamma-centred
self-consistency stop: 5e-08 eV per atom in the density residual
occupations: fixed
spin: none
net charge: 0

Cell vectors (angstrom)
a, 10.938, 0, 0
b, 0, 10.938, 0
c, 0, 0, 32.1988

Atoms and the computed forces on them: element, x, y, z (angstrom), force x, y, z (eV/angstrom)
Si, 10.7341, 0.1881, 24.8442, -0.2025, -0.1636, -0.0231
Si, 5.7739, 10.6224, 24.7399, -0.0046, 0.0131, -0.04
Si, 2.5567, 2.8095, 24.6249, 0.2085, 0.2278, -0.0585
Si, 8.5511, 2.4623, 24.8922, 0.032, 0.0123, -0.0601
Si, 0.3064, 5.0692, 24.8248, -0.0084, -0.0423, -0.0471
Si, 5.1735, 5.6897, 24.6992, -0.0278, -0.0048, -0.0183
Si, 2.9818, 7.9785, 24.6166, -0.0144, -0.0128, -0.0356
Si, 8.0215, 8.4268, 24.7397, 0.0075, 0.0309, -0.0459
P, 1.9262, 0.7615, 25.384, -0.1453, 0.0677, -0.4307
Si, 6.894, 1.2845, 26.0754, -0.0179, 0.0066, 0.0152
Si, 4.0335, 4.0627, 26.029, -0.0104, -0.0263, -0.0132
Si, 9.6646, 4.0246, 26.2488, -0.0154, 0.0172, -0.0406
Si, 1.4327, 6.7868, 25.9888, 0.0068, 0.0145, 0.0203
Si, 6.8282, 6.8111, 26.0108, 0.0038, -0.0139, -0.0101
Si, 4.1778, 9.4639, 26.0251, -0.0361, 0.0464, 0.0015
Si, 9.537, 9.6026, 26.1749, 0.0444, 0.0119, -0.0107
Si, 2.7759, -0.0461, 27.2721, 0.2285, -0.2029, 0.5038
Si, 8.2053, 0.0059, 27.5549, -0.0146, -0.0159, 0.0075
P, 0.042, 2.6688, 27.4988, 0.004, 0.0173, 0.1826
Si, 5.4852, 2.7198, 27.3498, -0.0211, 0.0102, 0.0316
Si, 2.7064, 5.4197, 27.4479, 0.0203, 0.0139, -0.003
Si, 8.2029, 5.4628, 27.3914, -0.0192, 0.0235, 0.0511
Si, 0.0216, 8.1506, 27.3686, -0.0071, 0.0224, 0.0316
Si, 5.5043, 8.131, 27.4483, 0.0116, -0.0036, 0.0427
Si, 4.075, 1.3699, 28.7103, -0.0035, 0.0095, -0.0502
Si, 9.5853, 1.4291, 28.8517, 0.0464, 0.0334, -0.0343
Si, 1.2907, 4.0848, 28.8171, -0.0304, -0.0585, -0.0329
Si, 6.8257, 4.1024, 28.7564, -0.009, -0.0189, -0.0402
Si, 4.0918, 6.7988, 28.8046, -0.0208, -0.0105, -0.0294
Si, 9.5606, 6.834, 28.7672, 0.0135, 0.0022, -0.0371
Si, 1.3734, 9.5776, 28.71, -0.0238, 0.0062, -0.0617
Si, 6.8128, 9.5504, 28.8408, -0.0101, 0.0161, -0.0154
Si, 0.0159, -0.0042, 30.133, -0.0005, 0.0017, 0.0249
Si, 5.4372, 0.0149, 30.1393, -0.0062, -0.0137, 0.0214
Si, 2.7246, 2.7319, 30.127, -0.0023, 0.0051, 0.0183
Si, 8.1828, 2.7581, 30.163, -0.0204, -0.0087, 0.0418
Si, -0.0216, 5.4821, 30.1608, 0.0144, 0.0157, 0.0268
Si, 5.4707, 5.4561, 30.1525, 0.0136, -0.0039, 0.0274
Si, 2.7291, 8.2134, 30.1269, 0.0147, 0.0103, 0.0246
Si, 8.2116, 8.1981, 30.1586, -0.0005, -0.0113, 0.0235
Si, 1.3673, 1.3673, 31.515, 0.1194, -0.0892, -0.0486
Si, 6.8362, 1.3673, 31.515, -0.1375, 0.0431, -0.0765
Si, 4.1018, 4.1018, 31.515, -0.0555, -0.1086, -0.0571
Si, 9.5708, 4.1018, 31.515, -0.1205, 0.1141, 0.1194
Si, 1.3673, 6.8362, 31.515, -0.0136, 0.1532, -0.1167
Si, 6.8362, 6.8362, 31.515, 0.0567, -0.0872, 0.0252
Si, 4.1018, 9.5708, 31.515, -0.1424, 0.0212, -0.0723
Si, 9.5708, 9.5708, 31.515, 0.0912, 0.0487, -0.0427
Si, 2.7345, 0, 0.6835, 0.0553, -0.0454, 0.1264
Si, 8.2035, 0, 0.6835, -0.0394, 0.0343, -0.1009
Si, 0, 2.7345, 0.6835, -0.0438, -0.0198, 0.0552
Si, 5.469, 2.7345, 0.6835, 0.0704, -0.1004, 0.0304
Si, 2.7345, 5.469, 0.6835, -0.0007, 0.1428, -0.1365
Si, 8.2035, 5.469, 0.6835, 0.082, -0.0986, 0.111
Si, 0, 8.2035, 0.6835, 0.1428, -0.0778, -0.007
Si, 5.469, 8.2035, 0.6835, 0.0018, 0.0244, 0.0535
Si, 4.1274, 1.3558, 2.0549, -0.0141, 0.0025, 0.0057
Si, 9.5705, 1.3528, 2.0526, 0.0011, 0.0046, 0.0003
Si, 1.3727, 4.1172, 2.0372, 0.0027, -0.0065, 0.0062
Si, 6.8508, 4.0853, 2.0569, -0.0004, 0.0058, 0.0047
Si, 4.1089, 6.8256, 2.0547, -0.0011, -0.0011, -0.0015
Si, 9.5809, 6.8335, 2.0497, -0.0033, -0.0009, 0.0086
Si, 1.3866, 9.5451, 2.0515, -0.0076, 0.0138, 0.0051
Si, 6.8325, 9.5869, 2.0504, 0.0056, -0.0047, 0.0019
Si, 0.0018, -0.0375, 3.3892, -0.0118, -0.0155, -0.0172
Si, 5.4935, 0.0079, 3.4683, 0.0124, -0.0004, 0.0141
Si, 2.781, 2.7757, 3.3669, 0.0069, 0.0231, -0.0245
Si, 8.1969, 2.6963, 3.4457, -0.0103, -0.0194, 0.011
Si, 0.0239, 5.4767, 3.4309, 0.0108, 0.003, 0.0041
Si, 5.4887, 5.4618, 3.4091, -0.0047, -0.0023, -0.0084
Si, 2.7731, 8.2042, 3.4463, 0.0123, -0.002, 0.0127
Si, 8.2137, 8.2214, 3.382, -0.0032, 0.0112, -0.0195
Si, 1.4014, 1.382, 4.6302, 0.0008, -0.0001, 0.026
Si, 6.8546, 1.3421, 4.9051, 0.0012, 0.0068, -0.0109
Si, 4.1648, 4.0793, 4.8022, -0.005, -0.0083, 0.0155
Si, 9.5838, 4.0784, 4.7598, 0.002, 0.0049, -0.0008
Si, 1.4234, 6.8248, 4.8173, -0.0079, -0.0045, -0.0019
Si, 6.8374, 6.8798, 4.7298, -0.0003, -0.0054, 0.0124
Si, 4.1459, 9.5693, 4.8466, -0.0072, -0.0017, -0.0126
Si, 9.5654, 9.5447, 4.7888, 0.0059, 0.0054, 0.0148
Si, 2.7564, 0.1023, 6.0593, -0.0039, -0.0016, 0.0049
Si, 8.2165, -0.068, 6.2642, 0.0003, 0.0007, -0.0019
Si, 0.0385, 2.6657, 6.0367, 0.001, -0.0002, -0.0015
Si, 5.4867, 2.7182, 6.2906, 0.0021, 0.0053, -0.0003
Si, 2.8246, 5.4695, 6.1791, 0.0002, -0.0007, -0.0035
Si, 8.1847, 5.4721, 6.0438, -0.0011, -0.0004, 0.0042
Si, 0.0225, 8.1792, 6.1522, 0.0021, 0.0039, -0.0013
Si, 5.5428, 8.2142, 6.2309, -0.0007, 0.0004, 0.0029
Si, 3.8503, 1.5612, 7.6019, 0.0007, 0.0038, 0.0018
Si, 9.851, 1.1348, 7.4462, -0.0039, -0.0052, 0.0032
Si, 1.6412, 3.7875, 7.3079, 0.0071, 0.0019, 0.0031
Si, 6.6634, 4.4068, 7.4825, -0.0043, -0.0117, -0.0032
Si, 4.42, 6.6242, 7.5403, -0.0043, -0.0024, 0.0056
Si, 9.3815, 6.9381, 7.4069, 0.0067, 0.0003, 0.0068
Si, 1.1516, 9.9098, 7.2937, -0.0015, -0.0034, -0.0008
Si, 7.1757, 9.2185, 7.6689, 0.0022, 0.0063, 0.0072
O, 8.3294, 8.0804, 7.9149, -0.0032, -0.0041, -0.0054
O, 2.7304, 2.7256, 7.9506, -0.0078, 0.0026, 0.003
O, 9.7487, 1.4304, 24.3677, 0.0464, -0.0075, 0.0238
O, 4.0842, 6.8182, 24.1263, 0.0035, -0.0004, 0
O, 0.0389, 0.0191, 7.9517, 0.0004, 0.0025, 0.0012
O, 5.5359, 5.4988, 8.0323, 0.002, 0.0072, -0.0013
O, 6.9093, 9.5346, 24.1871, 0.0147, -0.0091, 0.0116
O, 1.3254, 3.8627, 24.2805, -0.0195, -0.0265, 0.0054
O, 3.8791, 7.3841, 8.9256, 0.002, -0.001, -0.003
O, 0.8203, 4.3577, 8.5991, 0.0003, -0.0025, -0.0057
O, 9.8309, 6.1649, 8.8025, -0.0014, 0.0007, -0.0013
O, 2.1167, 9.3752, 8.5071, 0.0006, -0.001, 0.0013
O, 7.5179, 3.9166, 8.8082, 0.0005, 0.0034, 0.0018
O, 4.2857, 0.9102, 9.0684, -0.0005, -0.0005, -0.0025
O, 6.755, 9.5465, 9.2262, 0.0002, -0.0019, -0.0054
O, 9.2267, 1.8546, 8.792, 0.0022, -0.0002, -0.003
O, 7.8966, 3.2204, 23.5852, -0.0046, -0.0012, 0.0059
O, 10.5036, 5.7136, 23.5058, -0.0033, 0.0093, 0.0088
O, 5.0578, 0.355, 23.4247, -0.0094, 0, 0.0188
O, 5.8577, 4.9648, 23.3887, 0.0081, 0.0047, 0.021
O, 3.2775, 2.3829, 23.1893, 0.0076, -0.0134, -0.0389
O, 2.3158, 8.7226, 23.2808, -0.0247, 0.031, 0.0085
O, 8.7299, 7.722, 23.4247, 0.01, -0.0074, 0.0156
O, 0.0304, 10.1863, 23.5204, 0.0089, -0.0445, -0.0843
Si, 4.4966, 1.5445, 22.4646, -0.0391, 0.0021, 0.022
Si, 3.5223, 7.9046, 14.0308, -0.0009, 0.0006, -0.0001
Si, 7.1541, 0.9293, 14.6628, -0.0003, -0.0005, -0.0002
Si, 0.9518, 9.2805, 22.5346, 0.004, 0.0403, 0.0213
Si, 1.2094, 4.2894, 11.8783, -0.0009, -0.0002, 0.0016
Si, 6.2983, 8.9359, 15.3192, -0.0003, 0.0008, -0.0019
Si, 0.71, 1.3456, 12.2927, -0.0006, -0.0011, 0.0024
Si, 8.6839, 4.909, 20.5257, 0.004, -0.0036, -0.0107
Si, 0.3435, 5.6973, 9.3613, 0, 0.0027, 0.0047
Si, 5.1392, 3.0863, 17.9347, 0.0003, -0.0002, -0.0039
Si, 0.9203, 3.709, 16.7442, -0.0011, -0.0007, -0.0029
Si, 10.4446, 2.7946, 19.2298, 0.0022, -0.0039, 0.002
Si, 5.3022, 1.1638, 10.3454, -0.0005, 0.0012, 0.0012
Si, 0.9277, 0.1268, 19.8698, 0.0029, -0.0013, -0.0042
Si, 6.6727, 9.4433, 10.8645, 0.0002, -0.0011, 0.0046
Si, 9.3811, 9.6429, 18.3294, 0.007, 0.0049, -0.0002
Si, 9.4201, 9.2222, 12.5726, -0.0006, -0.0001, -0.0003
Si, 6.6952, 3.7862, 22.6346, 0.0124, -0.0078, -0.0165
Si, 2.4568, 8.0567, 9.3767, -0.0037, 0.0032, 0.0025
Si, 10.6333, 7.3352, 17.078, -0.0023, 0.0019, 0.0004
Si, 2.5529, 6.2593, 16.5765, -0.0024, 0.0024, -0.0018
Si, 10.209, 4.4632, 14.1885, -0.0016, 0.0015, -0.0006
Si, 6.1795, 9.1504, 18.5164, -0.0023, 0.0046, -0.0038
Si, 7.985, 2.5605, 9.5772, -0.0018, 0.0002, 0.0016
Si, 8.9104, 2.1203, 12.4465, 0.0004, 0.0005, 0.0033
Si, 5.3828, 6.2083, 18.0662, -0.0008, -0.0039, -0.0044
Si, 3.9705, 0.5261, 19.4717, -0.0064, 0.0008, -0.0039
Si, 4.3055, 3.8215, 12.0465, 0.0002, 0.001, 0
Si, 5.5765, 6.581, 12.1334, -0.0009, 0.0003, 0.0019
Si, 8.0547, 2.463, 17.2242, 0.0001, 0.0011, -0.0016
Si, 4.3956, 2.4544, 14.958, 0.0004, -0.0005, 0.002
Si, 1.577, 1.1817, 15.2501, -0.0007, 0.0002, -0.0016
Si, 1.6006, 9.3906, 12.0462, -0.0006, 0.0015, 0.0023
Si, 8.0833, 6.8233, 13.8663, 0.0006, -0.0013, -0.0005
Si, 10.4186, 9.8063, 15.488, -0.0011, 0.0006, 0.0012
Si, 9.8882, 6.9188, 22.5925, 0.0021, -0.0007, -0.0128
Si, 8.1607, 5.4476, 17.4259, 0.0011, -0.0019, 0.0004
O, 6.0771, 7.9401, 11.2875, -0.001, 0.0009, -0.0007
O, 6.0575, 9.1743, 16.8987, -0.0021, 0.0005, 0.0011
O, 7.7187, 1.3316, 13.1931, -0.0012, -0.0003, 0.0003
O, 0.9244, 1.7209, 13.8642, -0.0005, -0.0007, -0.0009
O, 9.4782, 6.2151, 16.8879, 0, 0.0015, 0.0007
O, 6.7959, 6.1774, 13.1282, -0.0005, 0.0007, 0.0005
O, 5.1719, 4.6224, 18.6065, 0.0002, 0.0019, 0.0019
O, 9.2693, 2.1034, 18.2778, -0.0022, 0.0014, -0.0005
O, 2.413, 0.0506, 19.1099, 0.0027, 0.0018, 0.0032
O, 9.4559, 10.2039, 16.7714, -0.0007, -0.0019, -0.002
O, 2.8174, 4.4204, 11.709, -0.0014, -0.0006, 0.0003
O, 5.1101, 10.2887, 19.1091, 0.0046, -0.0033, 0.0003
O, 9.4568, 3.2172, 13.4887, -0.0016, -0.0001, -0.0014
O, 0.5011, 1.7182, 19.9662, -0.0034, -0.001, 0.0013
O, 3.1905, 1.3338, 15.0506, 0.0009, 0.002, 0.0017
O, 8.218, 5.3467, 19.0411, -0.0021, 0.0005, -0.0003
O, 3.9406, 6.5605, 17.3811, -0.0001, 0.0006, 0.0015
O, 4.6149, 3.2535, 16.379, -0.0012, -0.0011, -0.0011
O, 9.0941, 5.6391, 14.3172, 0.0001, 0.0007, -0.0017
O, 5.7068, 2.5894, 22.165, 0.0002, 0.0117, 0.0075
O, 10.7112, 4.1111, 15.6816, 0.0011, -0.0005, 0.0008
O, 0.3773, 3.8203, 18.2806, 0.001, 0.002, -0.0001
O, 10.4699, 10.4704, 19.2295, -0.0067, -0.002, 0.0015
O, 9.6752, 9.9994, 14.0319, -0.0008, 0.0003, 0.0004
O, 11.0336, 7.9633, 22.0944, -0.0181, -0.004, 0.0291
O, 1.2336, 2.1271, 16.5255, -0.0013, 0.0006, 0.0022
O, 9.7739, 3.6943, 20.418, -0.003, 0.0031, 0.0034
O, 8.1859, 3.9948, 16.7006, -0.0017, 0.0005, 0.0023
O, -0.0119, 9.082, 11.9082, 0.0011, 0.0001, -0.0001
O, 6.6222, 2.3788, 18.0048, -0.0006, 0.0011, 0.0005
O, 5.6077, 10.7004, 11.195, -0.0008, 0.0001, -0.0001
O, 7.7911, 9.556, 18.8441, -0.0053, -0.0006, 0.0032
O, 10.0616, 1.0034, 12.0515, -0.0012, 0.001, 0.0008
O, 1.3355, 6.9379, 9.0633, -0.0011, -0.0021, -0.0015
O, 0.6544, 4.7438, 13.3491, 0.0001, 0.0004, -0.0009
O, 5.7445, 7.5882, 18.981, -0.0007, 0.0017, 0.0028
O, 5.2661, 5.0661, 11.5142, -0.0004, 0.0008, 0
O, 2.7495, 6.9545, 15.1147, -0.0006, -0.0002, 0.0009
O, 0.947, 2.7231, 11.4644, -0.0011, 0.0007, -0.0004
O, 0.9006, 10.653, 15.5411, -0.0014, -0.0011, 0.0016
O, 2.4322, 8.5634, 10.9143, 0.0011, -0.0025, -0.0032
O, 4.7212, 2.4131, 11.2683, 0.0002, -0.002, -0.0009
O, 4.2836, 3.489, 13.6757, -0.0003, 0, 0
O, 2.2349, 4.6513, 16.4882, -0.0001, 0.0001, 0.0019
O, 10.7391, 8.2177, 15.6978, 0.0002, 0.0006, 0.0007
O, 6.9603, 10.2622, 14.6694, -0.0006, 0.0006, 0.001
O, 2.3738, 8.9279, 13.4268, -0.0014, 0.0011, -0.0005
O, 8.0697, 1.4908, 15.9062, -0.001, 0, 0.0002
O, 4.1628, 6.9747, 12.8549, 0, -0.0002, -0.0006
O, 4.2102, 1.9707, 18.7055, 0.001, 0.002, 0.0003
O, 7.3534, 4.4019, 21.2958, -0.0077, -0.0073, 0.0208
O, 8.4308, 2.9046, 11.1033, 0, 0.0005, -0.0008
O, 1.2253, 6.8382, 17.3596, 0.0013, -0.0005, 0.0015
O, 5.6908, 1.5513, 14.7484, -0.0009, 0.002, 0.0007
O, 8.1587, 9.733, 11.5917, -0.0025, 0.0006, -0.0012
O, 9.2788, 6.2258, 21.2618, 0.0051, 0.0106, 0.0198
O, 8.9927, 7.6899, 12.8576, -0.0006, 0.001, -0.0002
O, 1.6847, 0.0967, 11.8791, -0.0011, -0.0003, -0.0006
O, 6.6971, 6.1115, 17.0742, -0.0028, 0.0016, 0.001
O, 7.4255, 7.7704, 15.0393, -0.0004, 0.0012, 0.0015
O, 1.2406, 10.2401, 21.2508, -0.0063, 0.0045, 0.0033
O, 10.071, 8.1641, 18.3558, 0.0005, -0.0008, 0.0022
O, 4.0223, 0.8487, 21.0764, 0.0023, -0.0013, 0.0038
O, 0.3618, 5.3129, 10.9288, -0.0012, 0.0005, -0.0023
O, 6.7176, 1.5543, 9.6338, -0.0006, 0.0001, -0.0004
O, 4.808, 8.6813, 14.6864, 0.0001, 0.0009, 0.0016

Results
free energy: -135976.099 eV
free energy less fixed offsets of O -568.88, P -755.39, Si -635.61 eV per atom: -1.209 eV

The program warned: the cutoff lies below the one the program advises for these potential files; the forces do not sum to zero within the program's tolerance; the exchange-correlation potential is rough where the density is thin.
